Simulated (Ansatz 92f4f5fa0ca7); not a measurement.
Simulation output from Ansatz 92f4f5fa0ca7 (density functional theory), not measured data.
Periodic cell of 150 atoms, Si88O58N4, from a study of silicon, its oxide and their interface. The atomic structure is a simulated model.

Settings: functional r2SCAN; potential files Ansatz norm-conserving; basis plane waves; wave-function cutoff 1300 eV; density cutoff ratio 4; exchange-correlation grid ratio 1; k mesh 2 x 2 x 1, shifted by 0.5 0.5 0.5 of a step; self-consistency stop 5e-08 eV per atom in the density residual; occupations Fermi-Dirac, 0.05 eV; spin none; net charge 0.

Cell vectors (angstrom)
a, 10.88, 0, 0
b, 0, 10.88, 0
c, 0, 0, 21.013

Atoms and the computed forces on them: element, x, y, z (angstrom), force x, y, z (eV/angstrom)
Si, 0.0099, -0.1361, -0.0213, 0.6315, -1.7018, -3.3142
Si, 2.7442, 2.2885, -0.2659, 0.1495, 2.9691, -1.0081
Si, -0.3242, 5.6241, 0.0028, -1.3387, -0.4143, 0.8046
Si, 2.4371, 8.4853, -0.0156, -0.9747, 1.1104, -2.5332
Si, 4.7691, 0.0838, -0.0906, 1.8484, 1.5156, -3.3756
Si, 7.9924, 2.8013, -0.045, 0.1237, -0.3907, -1.8418
Si, 5.8013, 4.8969, -0.1374, -0.4276, -0.0569, -1.5021
Si, 8.081, 7.7366, -0.0934, 2.2289, 0.1777, 1.2788
Si, 1.3819, 1.2629, 1.1956, -1.6346, -0.1417, 1.0658
Si, 4.1025, 3.818, 0.9762, -1.17, 0.3837, 0.8477
Si, 1.4269, 6.8152, 1.1802, -1.8537, -0.7656, 0.0615
Si, 4.082, 9.3836, 1.2365, -0.3987, -1.1197, 2.0548
Si, 6.551, 1.2728, 1.131, -0.5772, 0.3885, -0.1154
Si, 9.2466, 3.9276, 1.5773, 0.4757, 2.0142, -2.0193
Si, 6.7906, 6.3673, 1.3066, -1.1413, 2.0577, -1.1514
Si, 9.3061, 9.4971, 1.1308, -0.0793, -1.0499, 0.6158
Si, -0.1949, 2.4913, 2.4766, 1.177, -0.0023, 0.9424
Si, 2.6483, -0.2296, 2.6779, 0.8214, 0.9368, -0.3769
Si, -0.086, 7.9826, 2.6791, -1.0412, 0.2622, -1.3667
Si, 2.6117, 5.1938, 2.3325, 1.0767, 0.2967, 0.7242
Si, 5.3583, 2.782, 2.6898, -0.1521, -1.6901, -0.4264
Si, 7.8537, -0.1045, 2.4449, 0.6571, -0.4854, 0.2193
Si, 5.5528, 7.8996, 2.5784, -0.9087, 0.6399, -1.5555
Si, 7.956, 5.4498, 2.8413, 1.4029, -2.4116, 0.8059
Si, 1.356, 3.7346, 3.8277, -0.1799, 0.1786, 0.8746
Si, 4.2407, 1.0125, 4.1018, -1.7406, 1.6598, -1.55
Si, 1.1082, 9.4597, 3.9324, 0.28, 0.3735, 1.2564
Si, 3.9862, 6.8192, 3.7706, -1.1672, -1.7953, 1.2637
Si, 6.6743, 4.0452, 4.1481, -0.131, -0.5144, -0.7228
Si, 9.0848, 1.3856, 3.7754, 2.1197, -1.4797, 0.2786
Si, 6.9397, 9.1667, 3.8762, -0.6592, 0.9298, -0.267
Si, 9.4295, 6.5805, 4.0656, 1.8641, 0.7647, -0.4596
Si, -0.2331, 0.0959, 5.2644, -1.4414, -1.2883, -0.0168
Si, 2.7498, 2.2753, 5.4955, -0.083, 2.0391, -0.5721
Si, 0.009, 5.2766, 5.2696, -0.3813, -2.0485, -1.4829
Si, 2.591, 8.1547, 5.2972, -0.3877, -1.0669, -0.3759
Si, 5.635, -0.3093, 5.207, 1.1438, 0.4562, 1.2011
Si, 8.0594, 2.6357, 5.3313, -0.4889, 0.4568, -0.4216
Si, 5.2667, 5.3184, 5.3223, -1.0838, 1.4661, -0.629
Si, 8.0411, 7.8046, 5.3024, 0.1628, 1.6837, 1.5094
Si, 1.0805, 1.2277, 6.8412, 1.8201, -1.0458, -0.7892
Si, 4.02, 4.2116, 6.8259, -0.3052, -3.1246, 0.33
Si, 1.1691, 6.508, 6.6627, 1.1815, 1.7957, 0.3794
Si, 4.1025, 9.4744, 6.5047, -0.2877, -0.502, 0.9043
Si, 6.8131, 1.4112, 6.7366, -0.5797, -2.5635, 0.5392
Si, 9.2589, 4.0859, 6.544, 2.2644, 0.0277, 0.7791
Si, 6.6012, 6.6046, 6.6525, -0.6214, 0.8052, 1.5073
Si, 9.0393, 9.4666, 6.788, 0.8636, 0.9293, -1.5593
Si, 0.0052, 2.8576, 7.8567, -1.4266, 1.4388, 1.9802
Si, 2.801, -0.121, 7.9659, -2.9524, -0.9667, -0.3994
Si, -0.4643, 7.9156, 7.6452, 0.4184, -1.1742, 0.6526
Si, 2.3216, 4.9779, 8.1444, -0.697, -0.0604, -0.3429
Si, 5.3599, 2.4932, 8.1413, -1.3798, 1.6172, 1.0436
Si, 8.0321, 0.0432, 8.4096, 0.8889, 0.2411, -1.0835
Si, 5.2202, 8.1392, 8.1584, 0.1445, -1.2608, -1.7827
Si, 7.9469, 5.2582, 8.0317, 0.3336, -0.0874, 0.9899
Si, 1.4398, 6.459, 10.4696, -0.4695, -1.6564, 1.773
Si, 4.0559, 0.7803, 9.5778, 0.4592, 1.672, 1.0581
Si, 1.1431, 9.0698, 8.809, -0.6859, 1.5994, -0.3223
Si, 3.359, 6.8793, 8.9529, -0.7462, 1.155, -0.0214
Si, 7.0058, 3.6899, 9.5549, -0.7208, 1.0685, -0.1932
Si, 9.4337, 1.9093, 9.7621, -0.6025, -1.5894, -2.0134
Si, 6.4689, 9.4976, 9.5076, -1.5629, 2.0447, 3.8408
Si, 9.4022, 6.4907, 9.5447, 0.0783, 1.549, -1.3288
Si, -0.5799, -0.6529, 11.0941, 0.2276, -1.1202, 2.2483
Si, 0.4103, 2.1164, 11.855, 0.8757, 0.7493, 2.3681
Si, -3.183, 8.2852, 11.7512, 3.2195, -1.8815, 1.0573
Si, 4.7977, 7.3466, 16.508, -0.5299, 3.6987, 2.3289
Si, 8.8118, 3.5008, 13.3236, -0.9558, 1.6971, 0.671
Si, 6.2239, 11.0273, 18.1533, -0.9418, 0.532, 2.0826
Si, 9.4481, 6.1784, 14.4804, 1.8761, -4.6878, 0.2888
Si, 5.539, 6.6878, 13.7025, 2.0133, 3.3265, -1.704
Si, 4.0222, 4.2112, 14.4666, 0.0176, -3.5459, -2.3423
Si, 9.1649, 1.0588, 18.6302, 2.3553, 2.2294, 3.5012
Si, 12.1307, -0.4683, 13.3046, 0.0686, 1.1314, -3.629
Si, 5.9018, 4.1729, 12.1502, 2.2889, -0.6891, -0.4752
Si, 9.823, 9.0189, 14.7673, -4.4248, 0.5166, 2.1047
Si, 1.2886, 5.2989, 15.7767, 2.9005, -1.5271, -1.3494
Si, -10.7061, 7.6611, 17.2251, 3.5114, 0.8103, -0.1619
Si, 3.3331, 2.53, 11.9283, -0.828, -2.1564, -0.6629
Si, 14.9695, -1.7352, 14.1946, 3.2635, -2.3686, 0.6496
Si, 6.6173, 6.8216, 18.7464, -1.8362, 1.603, 1.7904
Si, -4.9483, 2.4088, 16.3737, -0.0666, -0.8903, -1.516
Si, 8.9743, -5.1295, 17.2544, -1.5119, 0.6147, 5.3586
Si, 2.5296, 7.2475, 18.3987, 1.7817, -2.2897, 0.6619
Si, 8.722, 2.9737, 16.4731, 2.8688, -0.8975, -0.2944
Si, 12.3598, 4.4455, 18.7641, -1.3079, 1.4466, 0.9098
Si, 6.773, 10.5164, 15.2623, 1.2126, -0.5717, 0.8531
O, 1.4009, -2.4984, 18.0494, -0.9602, -1.0431, 0.5134
O, -0.5646, 0.1875, 19.3625, 0.3522, -0.4514, 0.9036
O, 2.314, 3.1948, 19.3679, -0.7394, -0.8701, 0.6163
O, 3.6233, 1.0774, -0.7817, 0.7641, -1.0688, 0.4324
O, -0.0046, 4.7627, 19.6695, 2.2178, -1.1342, -1.6246
O, 3.8144, 6.6557, 17.5185, -2.3607, -0.3057, -0.5181
O, 3.2598, 7.939, 19.6204, -0.1188, 2.3992, 2.8578
O, 2.2845, 5.8008, 19.2729, -1.5677, -0.1802, -2.4509
O, 1.1767, -1.2667, -0.4906, 1.4946, -1.3421, 1.3115
O, 5.2953, -0.4768, 19.3979, 1.6276, 0.5406, -0.5687
O, 9.0736, 2.3212, -1.2662, -1.3957, 0.651, 1.1815
O, 27.4683, -0.9922, 14.2516, -3.4974, -1.2152, -0.5241
O, 5.4201, 5.9334, 19.6244, 2.1522, 0.8606, -0.4302
O, 6.7043, 3.6552, -0.764, 0.9879, 0.2867, 0.8893
O, 7.4179, 8.1359, 19.5043, -1.073, -1.4801, 0.2334
O, 9.3243, 6.6735, -0.3284, 0.4735, 0.0416, -0.0241
O, -0.0471, 5.877, 9.9909, 0.4522, -0.3833, 0.2269
O, 3.5629, 0.9439, 11.1698, -0.3132, 2.8049, 0.0432
O, 1.2792, 4.3683, 17.06, 0.5838, -1.8352, 3.4195
O, -0.1777, 9.6241, 9.691, -0.1318, -0.0509, -1.5254
N, 1.971, 7.8611, 9.6346, 1.9721, -1.1969, -0.3442
O, 6.6328, 4.7758, 10.8089, -1.0746, -0.0881, -1.1169
O, 8.0839, 2.6779, 10.2859, 0.7576, 0.1895, -0.8958
N, 10.2477, 1.0773, 11.0409, -0.6698, 0.1739, -1.7754
N, 6.4079, 9.0383, 11.2013, -0.5089, 0.5899, -3.9355
O, 5.4283, 10.8993, 9.5915, 1.6198, -2.0754, -0.1831
O, 8.8867, 7.2449, 10.8723, -2.4321, 0.6882, 0.743
O, 9.0239, 9.5, 11.9416, 0.6362, 0.235, -0.7658
O, -3.8062, -3.609, 13.1073, -0.9156, -0.1488, -0.3701
O, -3.1623, 0.5415, 18.7181, -3.266, -1.7897, -0.4447
O, 4.8226, 3.3212, 15.6135, -0.4087, 1.2476, 0.2931
O, 10.8913, 5.2987, 14.9047, -2.6601, 0.918, -1.3103
O, 0.0203, -0.9137, 14.242, 2.8548, 2.3795, -2.1377
O, 8.6701, 17.2863, 15.8659, -1.2218, -0.188, -0.6324
O, 5.9937, -3.1785, 17.5765, -0.3387, -0.5651, -1.1358
O, 14.4299, 2.7468, 13.5092, -0.6864, 1.7321, 1.9439
O, 8.9903, 5.1588, 13.3787, -1.3395, -0.839, -0.0175
O, 4.6781, 3.3235, 11.5568, 0.4188, -0.1385, -2.1726
O, 11.8374, 9.9659, 11.7113, -0.8917, -0.7706, 2.7309
O, 5.4843, 6.6366, 15.3332, 1.3084, -1.6466, -2.1123
O, 9.9869, 6.8243, 18.0513, 0.1154, -0.7869, -1.4515
O, 9.4252, 4.2439, 17.1759, 0.8994, 0.0354, -0.4313
O, -2.6129, 9.7755, 14.9051, 0.9306, 0.1863, 0.1969
O, 8.865, 2.8858, 14.8657, 0.4496, 0.2051, -0.9892
O, -0.2926, 8.7152, 16.172, -2.011, 0.2477, 0.011
N, 5.1276, 5.1199, 13.346, -0.2904, -2.0562, 0.4713
O, 2.6533, 5.0162, 14.7553, -0.4707, 0.0432, 1.7838
O, 7.2177, 3.3537, 16.7275, -2.4583, -0.8425, 0.5325
O, 1.0866, 1.1558, 12.9683, 0.9217, -0.8681, 2.2749
O, 3.9547, -2.2466, 15.8632, 0.3687, 0.4374, -2.582
O, 13.648, -1.0318, 13.6045, -0.4157, 0.6981, 1.0796
O, 12.6696, 2.9469, 11.3296, -0.093, -0.6558, 0.6661
O, 7.3375, 3.372, 12.603, -0.6771, -0.4065, 1.9231
O, 6.5328, 10.1504, 16.8584, -0.2994, -0.2841, -0.9622
O, 9.5445, 12.5741, 17.2112, -1.3284, 0.9123, -1.6711
O, -4.402, 12.1409, 15.2668, 0.5004, 0.2775, 0.37
O, -1.2162, 7.6064, 14.0301, 1.1903, 3.5555, -2.0059
O, 7.7581, 5.795, 18.4362, 1.5697, -1.1737, -2.7597
O, 1.3596, -4.1769, 16.4497, -0.7717, 2.4955, 0.856
O, 15.2508, -3.1494, 13.1475, -0.0634, 2.0496, 2.8928
O, -0.7299, 3.1061, 12.5484, 1.0769, -0.5891, -0.7904
O, -5.4299, 1.5656, 17.6712, 0.5365, -0.3909, -0.139

Results
free energy: -38420.911 eV
free energy less fixed offsets of N -289.75, O -463.61, Si -117.95 eV per atom: 7.069 eV
pressure: -1.70 GPa
stress xx, yy, zz, yz, xz, xy (GPa, positive in tension): 3.45, 0.12, 1.52, -0.79, -1.31, -1.24
